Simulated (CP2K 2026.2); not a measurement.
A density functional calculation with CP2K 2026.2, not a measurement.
Periodic cell of 504 atoms, Si360O144, from a study of silicon, its oxide and their interface. The atomic structure is a simulated model.
Doubt: the forces sum to 1.85 eV/angstrom along one axis rather than to zero, so they err by at least 0.0037 eV/angstrom per atom on average; the grid cutoff is modest.

Settings
functional: PBE
method: Gaussian and plane waves
basis set: DZVP-MOLOPT-SR-GTH
pseudopotentials: GTH-PBE
grid cutoff: 300 Ry, relative cutoff 40 Ry
k points: Gamma only
occupations: fixed
spin: none
net charge: 0

Cell vectors (angstrom)
a 16.32 0 0
b 0 16.32 0
c 7.1334 -5.8415 34.413

Atoms and the computed forces on them: element, x, y, z (angstrom), force x, y, z (eV/angstrom)
Si 1.68 -1.608 -0.018 -0.168 0.134 0.649
Si 4.166 1.351 -0.217 0.146 -0.182 0.857
Si 1.208 4.332 -0.036 0.367 -0.459 0.68
Si 4.447 6.731 0.147 -0.367 0.124 0.725
Si 1.195 -6.421 0.1 0.066 -0.234 0.655
Si 3.769 -3.963 0.19 0.241 -0.094 0.758
Si 6.94 -1.789 0.422 0.02 0.251 0.772
Si 9.794 0.986 -0.138 -0.23 0.18 0.751
Si 6.538 4.328 -0.105 0.384 -0.288 0.655
Si 9.33 7.056 0.143 0.153 -0.094 0.772
Si 7.039 9.187 0.195 -0.043 0.244 0.719
Si -7.004 -3.734 0.171 0.142 -0.356 0.78
Si -4.404 -1.191 0.423 -0.013 0.109 0.625
Si -1.789 1.495 -0.065 0.274 -0.015 0.703
Si -3.885 3.845 -0.082 -0.155 0.187 0.758
Si -1.08 6.549 0.033 -0.409 0.43 0.708
Si -3.97 -6.717 0.035 -0.138 0.062 0.797
Si -1.069 -4.234 0.024 -0.202 0.14 0.729
Si 2.868 -0.04 1.229 0.007 0.058 -0.066
Si 5.451 2.715 1.23 0.015 -0.004 -0.073
Si 2.769 5.505 1.279 -0.009 0.002 -0.008
Si 5.518 8.152 1.627 0.018 0.009 -0.036
Si 2.639 -5.396 1.614 -0.034 -0.006 -0.054
Si 5.387 -2.964 1.605 -0.021 -0.011 -0.034
Si 8.15 -0.002 1.325 0.022 0.004 -0.059
Si -5.468 2.657 1.215 0.004 -0.003 -0.061
Si 8.163 5.392 1.298 0.006 0.024 -0.057
Si -5.364 8.212 1.362 -0.007 0.028 -0.065
Si 8.205 10.862 1.344 -0.003 0.021 -0.043
Si -5.591 -2.674 1.69 -0.02 -0.029 -0.018
Si -2.797 0.074 1.499 0.039 0.03 -0.029
Si 0.017 2.604 1.103 -0.008 0.017 -0.032
Si -2.739 5.419 1.27 0.013 -0.013 -0.021
Si 0.022 8.215 1.262 -0.017 0.015 -0.012
Si -2.712 -5.296 1.374 0.036 0.009 -0.046
Si 0.04 -2.65 1.338 0.014 -0.01 -0.04
Si 1.399 1.311 2.544 0.002 0.003 0.011
Si 4.085 4.072 2.63 0.012 0.01 0.016
Si 1.386 6.852 2.655 0.003 -0.007 0.001
Si 4.071 9.525 2.843 -0.001 0.009 0.01
Si 1.289 -3.987 2.858 -0.011 0.008 0.04
Si 4.096 -1.38 2.751 -0.017 -0.005 0.026
Si 6.805 1.392 2.647 -0.031 -0.028 0.01
Si 9.524 4.025 2.621 0.029 0.021 0.005
Si 6.864 6.696 2.824 0.02 -0.013 0.033
Si 9.581 9.541 2.735 -0.004 -0.009 0.034
Si 6.816 12.061 2.861 0.038 -0.033 0.028
Si -6.951 -1.288 2.911 -0.007 0.037 0.033
Si -4.167 1.423 2.785 -0.04 0.003 0.032
Si -1.324 4.014 2.578 -0.024 -0.022 0.016
Si -4.062 6.771 2.675 0.007 0.009 0.003
Si -1.377 -6.78 2.669 0.008 0.03 0.03
Si -4.071 -4.035 2.812 -0.03 -0.041 0.024
Si -1.353 -1.328 2.705 -0.003 -0.014 -0.004
Si 0.044 0.021 4.018 0.033 -0.004 -0.002
Si 2.703 2.704 3.967 -0.013 0.007 -0.002
Si 0.009 5.424 3.963 -0.012 -0.003 -0.014
Si 2.699 8.137 4.117 -0.002 -0.004 0.024
Si -0.055 -5.438 4.112 -0.01 0.012 -0.018
Si 2.711 -2.664 4.155 0.002 -0.025 0.002
Si 5.46 0.016 4.054 0.024 -0.009 -0.023
Si 8.161 2.719 4.042 -0.002 0.001 -0.01
Si 5.427 5.371 4.094 -0.002 0 0.002
Si 8.225 8.135 4.097 -0.002 0.005 -0.023
Si 5.44 10.803 4.23 0.003 -0.002 0.029
Si 8.074 -2.753 4.183 -0.007 0.014 -0.011
Si -5.485 0.04 4.165 0.008 0.014 0.001
Si -2.708 2.761 4.048 0.009 0 -0.011
Si -5.439 5.404 4.01 -0.007 -0.006 0.008
Si -2.71 8.147 4.04 0.018 0.005 -0.022
Si -5.414 -5.439 4.134 -0.024 0.021 -0.004
Si -2.697 -2.673 4.114 0.007 0.008 0.011
Si 1.367 -1.357 16.328 0.007 0.003 0.001
Si 4.098 1.362 16.315 0.003 0.003 -0.005
Si 1.346 4.109 16.308 0.003 -0.004 -0.004
Si 4.028 6.785 16.317 -0.023 -0.012 -0.01
Si 1.35 -6.821 16.335 0.003 0 -0.007
Si 4.072 -4.122 16.286 0.007 -0.003 -0.012
Si 6.864 -1.359 16.314 0.014 0.012 -0.002
Si -6.795 1.325 16.311 -0.003 0 -0.008
Si 6.753 4.063 16.306 -0.016 0.003 -0.002
Si -6.79 6.801 16.304 -0.015 -0.002 -0.007
Si 6.791 9.536 16.287 -0.003 0.001 -0.002
Si -6.781 -4.041 16.308 0.019 0.001 -0.016
Si -4.089 -1.327 16.301 -0.003 0.005 -0.008
Si -1.379 1.381 16.355 0.005 -0.015 0.006
Si -4.072 4.076 16.379 0 -0.003 0.006
Si -1.381 6.806 16.336 -0.013 0.012 0.003
Si -4.041 9.535 16.306 0.012 0.002 -0.008
Si -1.35 -4.12 16.309 0.008 0.005 -0.006
Si 2.733 0.026 17.672 -0.008 -0.013 0.036
Si 5.408 2.723 17.723 -0.009 0.009 0.014
Si 2.681 5.428 17.721 0 0.011 0.021
Si 5.363 8.209 17.609 -0.003 0.01 -0.012
Si 2.707 -5.454 17.693 -0.004 0.007 0.01
Si 5.515 -2.801 17.568 0.001 -0.031 -0.005
Si 8.211 -0.011 17.74 -0.004 -0.032 0.005
Si -5.45 2.663 17.681 -0.003 0.005 0.022
Si 8.116 5.446 17.607 0.027 0.008 -0.001
Si -5.374 8.145 17.634 0.008 0.007 -0.02
Si 8.209 10.866 17.625 -0.018 0.009 0.014
Si -5.467 -2.627 17.679 -0.012 -0.012 -0.014
Si -2.749 0.005 17.697 -0.016 0.009 0.026
Si -0.015 2.784 17.678 0.007 0.003 -0.009
Si -2.71 5.459 17.75 0.012 0.007 0.001
Si -0.044 -8.148 17.702 0.024 0.016 0.012
Si -2.721 -5.424 17.716 -0.006 -0.014 0.026
Si 0.055 -2.805 17.646 0.008 -0.015 -0.023
Si 1.401 1.499 19.015 0.055 0.004 -0.027
Si 4.027 4.072 19.121 -0.017 -0.011 -0.015
Si 1.281 6.788 19.061 -0.009 -0.008 -0.02
Si 4.056 -6.793 19.069 0.024 -0.006 0
Si 1.351 -4.154 19.112 -0.018 0.002 -0.016
Si 4.122 -1.482 18.857 -0.02 -0.007 -0.044
Si 6.806 1.351 19.043 0 0.03 -0.015
Si -6.882 4.038 18.937 -0.015 -0.017 -0.026
Si 6.739 6.86 18.886 -0.008 -0.024 -0.032
Si -6.694 9.53 18.948 0.013 0.015 -0.024
Si 6.868 -4.116 18.993 -0.003 0.006 -0.026
Si 9.562 -1.334 19.195 0.009 0.018 0.001
Si -4.122 1.326 19.129 -0.024 -0.026 -0.029
Si -1.347 4.104 19.126 0.007 0 -0.001
Si -4.091 6.82 19.098 -0.009 0.007 0
Si -1.377 -6.791 19.112 -0.004 -0.012 -0.02
Si -4.092 -3.965 18.989 0.025 0.003 -0.041
Si -1.31 -1.421 18.904 -0.018 -0.002 -0.035
Si 0.075 -0.03 20.133 0.013 -0.019 0.008
Si 2.64 2.802 20.618 -0.016 0.061 0.048
Si -0.049 5.481 20.559 0.025 0.024 0.059
Si 2.61 8.195 20.383 -0.027 0.01 0.059
Si -0.039 -5.45 20.563 -0.007 0 0.065
Si 2.871 -2.836 20.316 0.021 -0.032 0.037
Si 5.427 -0.131 20.207 0.006 -0.01 0.041
Si 8.095 2.769 20.417 0.008 -0.01 0.064
Si 5.404 5.573 20.307 -0.042 0.034 0.029
Si 8.208 8.131 20.163 0.021 -0.001 0.018
Si 5.56 -5.512 20.368 0.007 -0.007 0.041
Si 8.17 -2.77 20.45 -0.005 -0.021 0.069
Si -5.429 0.009 20.679 0.014 0.034 0.058
Si -2.73 2.729 20.428 -0.031 0.011 0.035
Si -5.521 5.366 20.281 0.007 -0.026 0.043
Si -2.756 -8.133 20.512 0.015 0.011 0.033
Si -5.432 -5.327 20.324 -0.015 -0.001 0.034
Si -2.668 -2.667 20.344 -0.021 -0.004 0.048
Si 1.698 -1.158 21.383 0.038 -0.038 -0.717
Si 3.876 0.997 21.495 -0.052 0.256 -0.702
Si 1.579 4.575 22.036 -0.241 -0.448 -0.695
Si 3.867 6.734 21.659 0.154 0.046 -0.759
Si 1.028 -7.144 21.838 0.079 0.238 -0.77
Si 4.459 -3.965 21.703 -0.178 -0.079 -0.67
Si 6.528 -1.62 21.661 0.12 0.075 -0.718
Si -6.646 1.739 21.837 -0.097 -0.276 -0.75
Si 6.877 4.403 21.648 -0.044 -0.204 -0.632
Si -7.149 6.497 21.507 0.111 -0.032 -0.73
Si 7.207 -6.687 21.6 -0.243 0.006 -0.731
Si 9.317 -4.352 21.794 0.093 0.241 -0.69
Si -3.596 -1.097 21.815 -0.357 -0.028 -0.7
Si -1.409 1.117 21.49 -0.06 0.081 -0.624
Si -4.371 3.894 21.677 0.166 0.052 -0.763
Si -1.266 6.995 21.921 -0.223 -0.178 -0.715
Si -3.867 -6.397 21.648 0.014 -0.196 -0.738
Si -1.647 -4.202 21.798 0.268 0.072 -0.696
Si -5.501 -6.475 -4.543 0.02 -0.077 0.042
Si -7.818 -2.659 -5.846 0.043 0.012 0.014
Si 2.852 3.325 -2.215 0.081 -0.063 0.044
Si -7.421 4.124 26.19 -0.103 0.026 0.021
Si -2.189 -3.964 26.633 -0.136 0.046 -0.074
Si -3.333 0.99 -5.169 -0.038 0.019 -0.048
Si 5.38 2.561 23.692 0.037 0.097 -0.127
Si 2.727 2.235 25.279 -0.03 -0.07 -0.031
Si 3.173 -5.808 -2.087 0.016 0.014 0.103
Si -5.456 8.157 23.618 0.078 -0.076 -0.1
Si 5.261 -2.802 26.062 0.035 -0.001 -0.032
Si 0.117 -2.104 26.533 0.031 0.061 -0.008
Si -2.577 7.831 -2 -0.03 0.003 -0.042
Si 8.136 1.546 24.656 0.05 0.102 -0.154
Si -4.177 3.659 -6.595 0.081 -0.041 -0.007
Si 7.147 6.464 25.911 0.108 -0.062 -0.069
Si 0.019 1.594 24.123 0.081 -0.039 0.046
Si 1.757 1.489 -4.511 -0.096 -0.062 0.048
Si -5.095 5.879 -2.072 0.064 -0.12 0.197
Si -3.842 -2.044 24.821 0.04 0.016 -0.07
Si -7.546 -5.637 -6.683 0 0.028 -0.112
Si -3.322 5.871 23.963 0.08 0.017 -0.123
Si 5.913 -0.499 -2.02 -0.038 0.149 0.062
Si -0.621 1.505 -6.262 0.07 0.016 0.097
Si 4.344 -5.323 24.554 0.032 0.091 -0.145
Si -6.048 -0.538 -5.181 -0.025 0.001 -0.031
Si 7.355 -1.243 24.583 0.025 0.024 -0.118
Si -5.248 -4.806 -2.116 0.094 0.052 0.188
Si 0.618 4.129 25.106 0.054 0.149 -0.192
Si 5.243 -7.739 -2.072 -0.023 -0.012 0.011
Si -6.753 -7.942 26.26 -0.078 -0.025 -0.088
Si -1.787 0.02 25.915 -0.007 -0.067 -0.064
Si -2.603 -7.345 -4.863 -0.009 -0.034 -0.055
Si -1.907 -0.151 -2.791 0.024 0.028 0.176
Si 5.94 -1.335 -4.737 0.022 -0.046 0.012
Si 6.556 -7.967 -6.77 0.087 0.085 0.085
Si 5.594 -8.094 23.841 0.022 0.055 -0.093
Si 1.699 -3.969 -4.214 0.051 0 0.002
Si 1.519 -5.665 24.472 -0.077 -0.057 0.008
Si 2.014 0.718 -7.276 -0.048 0.167 -0.032
Si -6.343 6.929 -4.464 0.003 0.012 -0.001
Si 6.773 6.799 -4.156 0.034 -0.04 0.12
Si 4.143 -3.454 -6.221 0.076 -0.023 0.16
Si -7.667 0.824 -2.963 -0.007 0.137 0.094
Si 0.34 -2.902 23.655 -0.184 -0.099 -0.016
Si -4.335 4.718 26.631 -0.075 0.101 -0.115
Si 5.719 4.038 -2.98 0.125 0.038 0.151
Si -2.98 -2.843 -1.829 0.087 -0.027 0.047
Si -7.723 -0.467 -7.672 0.11 0 0.024
Si -0.185 -5.592 -6.067 0.053 -0.066 -0.021
Si -6.591 -3.252 24.726 0.008 0.015 -0.181
Si 0.982 -1.054 -3.067 0.043 -0.02 0.109
Si -4.099 6.657 -6.4 -0.044 0.085 0.021
Si 6.576 1.775 -4.847 0.119 -0.053 0.06
Si 1.346 -1.312 5.471 -0.018 -0.007 0.013
Si 4.064 1.371 5.385 -0.002 0.004 -0.014
Si 1.359 4.07 5.355 -0.005 0.008 0.017
Si 4.075 6.761 5.442 0.013 -0.005 0.007
Si 1.34 9.523 5.448 0.006 0.005 0.009
Si 4.074 12.253 5.486 0.001 0.027 0
Si 6.743 -1.351 5.492 0.007 -0.009 0.019
Si 9.487 1.4 5.484 -0.016 -0.02 0.008
Si 6.801 4.043 5.441 0.01 0.019 0.022
Si 9.565 6.765 5.432 -0.012 -0.015 0.008
Si 6.836 9.441 5.503 -0.008 -0.019 0.01
Si 9.525 12.24 5.48 0.004 -0.003 0
Si -4.079 -1.331 5.464 -0.001 -0.009 0.004
Si -1.346 1.369 5.381 -0.003 -0.004 0.006
Si -4.068 4.1 5.416 -0.008 0.003 -0.002
Si -1.339 6.778 5.378 0 -0.016 -0.003
Si -4.062 -6.831 5.448 0.007 -0.003 -0.008
Si -1.386 -4.073 5.478 0.016 -0.003 0.008
Si 2.722 0.036 6.802 -0.01 -0.013 -0.003
Si 5.427 2.696 6.788 0.015 -0.005 -0.006
Si 2.703 5.404 6.775 0.007 0.01 -0.003
Si 5.439 8.105 6.825 0.025 -0.013 0.011
Si 2.705 10.877 6.813 0 0.01 0.002
Si 5.408 -2.709 6.858 -0.01 0.016 0
Si 8.141 0.005 6.822 -0.002 0.001 0.001
Si 10.888 2.751 6.801 0.002 0.003 -0.007
Si 8.166 5.426 6.785 -0.002 0.007 0.005
Si 10.901 8.131 6.807 0.003 -0.009 -0.009
Si 8.17 10.86 6.829 -0.005 0 -0.006
Si 10.89 -2.713 6.82 -0.001 0.01 0.005
Si -2.695 0.025 6.788 0.002 -0.003 -0.002
Si 0.003 2.729 6.752 -0.002 0.006 -0.004
Si -2.711 5.455 6.775 -0.006 0.011 0.002
Si -0.009 8.139 6.782 -0.003 0.001 -0.002
Si -2.733 -5.45 6.82 -0.006 0.012 -0.002
Si -0.004 -2.707 6.809 0.007 0.004 0.005
Si 1.352 1.385 8.151 0.013 -0.001 -0.008
Si 4.072 4.063 8.148 0.003 -0.001 -0.002
Si 1.355 6.781 8.14 0.003 -0.004 -0.005
Si 4.081 9.506 8.154 0.006 0.001 -0.012
Si 1.353 -4.073 8.168 0.001 0.007 -0.006
Si 4.05 -1.339 8.187 0.007 -0.01 0.01
Si 6.778 1.356 8.175 -0.017 -0.015 -0.003
Si 9.523 4.09 8.167 0.002 0.014 -0.006
Si 6.808 6.764 8.174 -0.014 -0.005 0.005
Si 9.534 9.495 8.17 0.003 0 -0.006
Si 6.8 -4.086 8.172 0.002 0.01 -0.006
Si 9.521 -1.353 8.166 0.002 0.005 -0.002
Si -4.07 1.375 8.146 0.003 0.003 0.002
Si -1.359 4.078 8.128 0.002 0.004 -0.007
Si -4.062 6.792 8.168 0.003 0.015 0.005
Si -1.359 -6.815 8.157 -0.011 0.002 -0.002
Si -4.083 -4.085 8.179 -0.008 -0.014 0.001
Si -1.359 -1.346 8.165 -0.002 -0.015 -0.004
Si 0.006 0.012 9.52 0.003 -0.004 -0.001
Si 2.713 2.721 9.525 -0.004 0.003 -0.001
Si -0.006 5.429 9.504 -0.013 -0.002 0.002
Si 2.716 8.145 9.504 0.005 0.005 0.002
Si -0.006 -5.442 9.514 0.017 0.002 -0.007
Si 2.703 -2.715 9.537 -0.011 0.008 0.002
Si 5.425 0.004 9.54 0.002 -0.006 0.002
Si 8.155 2.722 9.516 0.001 0.002 -0.007
Si 5.435 5.413 9.52 0.015 0.002 0.002
Si 8.162 8.143 9.526 -0.01 -0.006 -0.004
Si 5.436 -5.45 9.522 -0.003 -0.001 -0.004
Si 8.164 -2.722 9.522 0.002 -0.003 -0.001
Si -5.43 0.012 9.51 0.002 -0.012 -0.003
Si -2.714 2.728 9.512 -0.003 0.007 -0.005
Si -5.437 5.445 9.528 0 0.004 -0.003
Si -2.718 8.157 9.527 -0.008 -0.006 0.002
Si -5.438 -5.454 9.53 -0.006 0.004 0.004
Si -2.715 -2.714 9.52 0.009 0.003 0.005
Si 1.353 -1.351 10.897 0.003 -0.011 0.004
Si 4.065 1.362 10.896 -0.001 -0.005 0
Si 1.347 4.077 10.879 0.013 0.007 -0.002
Si 4.074 6.785 10.867 0.012 -0.007 -0.002
Si 1.362 9.516 10.862 -0.011 -0.002 0
Si 4.076 -4.083 10.878 0.001 0.013 0
Si 6.799 -1.361 10.875 -0.011 0.003 -0.002
Si 9.524 1.366 10.869 0.001 -0.003 -0.004
Si 6.799 4.07 10.89 -0.008 -0.007 -0.001
Si 9.521 6.796 10.897 0.005 0.006 0.002
Si 6.799 9.509 10.88 0.008 0.005 0.003
Si 9.522 -4.087 10.878 -0.003 -0.003 0.003
Si -4.073 -1.35 10.874 -0.006 -0.005 -0.001
Si -1.358 1.367 10.881 -0.001 -0.003 -0.001
Si -4.078 4.081 10.879 -0.009 0.009 0.005
Si -1.362 6.786 10.87 0.009 0.011 -0.005
Si -4.077 9.513 10.892 0.01 0.004 0.006
Si -1.358 -4.077 10.88 -0.007 -0.007 -0.001
Si 2.714 0.003 12.265 0.005 -0.001 0.004
Si 5.433 2.717 12.248 0.005 -0.003 0.004
Si 2.707 5.436 12.232 -0.015 0.005 0.004
Si 5.436 8.141 12.229 -0.016 -0.003 -0.006
Si 2.714 10.875 12.234 0.009 -0.002 0.005
Si 5.439 -2.717 12.231 0.018 -0.002 0.002
Si 8.164 0.002 12.222 0.005 -0.011 -0.004
Si 10.877 2.725 12.238 0.009 0 0.001
Si 8.16 5.429 12.255 -0.005 0.003 -0.002
Si 10.88 8.159 12.256 -0.01 -0.001 0.001
Si 8.16 10.877 12.237 -0.001 0.007 0.008
Si 10.895 -2.724 12.221 -0.005 0.003 0.001
Si -2.717 0.008 12.244 -0.001 -0.007 -0.001
Si -0.004 2.72 12.253 0.002 0 0.004
Si -2.722 5.438 12.242 0.002 0.007 -0.002
Si -0.001 8.155 12.211 0.003 -0.005 -0.004
Si -2.713 -5.44 12.24 -0.001 0.005 0.007
Si -0.006 -2.717 12.251 -0.001 0.003 0.002
Si 1.346 1.358 13.625 0.007 -0.004 0.001
Si 4.06 4.077 13.594 0.005 0.004 -0.001
Si 1.341 6.802 13.581 0 0.016 -0.003
Si 4.067 9.494 13.581 0.015 -0.004 0.008
Si 1.362 -4.08 13.603 -0.01 0.004 0.01
Si 4.098 -1.357 13.609 -0.004 -0.006 -0.002
Si 6.806 1.354 13.591 0.001 -0.006 0.005
Si 9.52 4.068 13.62 0 -0.004 0.006
Si 6.791 6.791 13.604 0.003 -0.001 0.003
Si 9.524 9.532 13.61 -0.009 0.011 0.011
Si 6.799 -4.074 13.584 -0.014 0.011 0.01
Si 9.535 -1.359 13.562 0.003 -0.011 -0.005
Si -4.074 1.38 13.597 -0.018 -0.006 -0.003
Si -1.365 4.085 13.61 -0.004 0.008 0.004
Si -4.081 6.791 13.609 0.008 0.002 0.004
Si -1.348 9.507 13.58 0.018 -0.016 -0.011
Si -4.067 -4.073 13.596 0.006 -0.005 0.006
Si -1.368 -1.356 13.614 -0.008 0.002 0.004
Si -0.022 0.002 14.991 -0.006 -0.002 -0.001
Si 2.713 2.722 14.973 -0.01 0.001 -0.002
Si -0.014 5.463 14.958 0.013 0.003 -0.004
Si 2.691 8.147 14.949 -0.001 -0.008 -0.004
Si 0.008 -5.466 14.948 -0.008 -0.004 -0.002
Si 2.729 -2.712 14.958 0.017 -0.001 0.006
Si 5.471 -0.001 14.97 0.01 -0.007 0
Si 8.147 2.701 14.973 0 -0.012 0
Si 5.407 5.437 14.956 -0.008 -0.003 0.005
Si 8.158 8.159 14.952 -0.001 0.001 -0.001
Si 5.431 10.866 14.913 -0.011 0.001 0
Si 8.184 -2.712 14.923 -0.004 0.004 0.008
Si -5.439 0.004 14.922 0.006 -0.008 -0.007
Si -2.724 2.736 14.98 -0.001 -0.003 0.01
Si -5.426 5.421 14.978 0.001 0.015 0.005
Si -2.709 8.16 14.946 0.003 0.012 -0.001
Si -5.422 -5.422 14.965 -0.003 0.002 -0.002
Si -2.718 -2.723 14.978 -0.01 0.002 0.004
O -0.514 -0.598 -3.46 -0.18 0.072 -0.715
O -5.945 -7.911 -3.924 -0.115 0 0.358
O 2.762 -0.087 22.031 -0.159 -0.317 0.355
O 8.044 5.466 22.137 -0.115 0.216 0.239
O -4.498 -0.116 -5.4 0.279 -0.209 -0.303
O 0.39 0.718 -7.25 -0.178 -0.614 -0.378
O 2.547 1.462 -5.933 0.719 0.307 -0.208
O -8.032 -2.021 -7.331 -0.518 -0.271 -0.654
O 0.042 -5.358 -0.398 -0.167 -0.133 -0.191
O 1.723 -6.692 23.239 0.469 -0.016 0.04
O -4.841 -6.048 -1.165 -0.457 -0.266 -0.294
O -6.472 7.308 22.722 -0.008 -0.019 0.234
O 2.852 5.579 22.209 0.425 -0.22 0.276
O -0.004 5.376 -0.111 -0.211 -0.222 0.175
O -2.774 -5.318 22.242 0.091 0.009 0.221
O 4.447 7.537 22.945 -0.021 0.022 0.245
O 4.088 -4.837 -1.149 0.542 -0.057 -0.358
O 5.051 -6.772 24.586 0.044 -0.102 0.472
O -8.074 -5.544 22.158 -0.069 -0.081 0.308
O 6.15 -6.777 -1.122 -0.21 0.38 -0.109
O -1.548 0.544 -1.372 0.168 -0.331 -0.127
O 7.395 -2.046 -4.823 0.169 -0.14 0.306
O 0.501 -1.998 24.976 0.204 0.57 -0.128
O -5.455 2.796 22.227 0.02 -0.126 0.21
O 5.522 5.583 -0.258 0.07 -0.008 -0.366
O 1.959 3.553 25.822 0.314 0.315 0.483
O 1.156 -1.041 -1.455 -0.32 0.579 -0.186
O -2.493 0.075 22.16 0.073 -0.024 0.216
O -3.934 6.988 -2.131 -0.205 0.016 0.063
O 5.277 -4.221 25.277 0.358 -0.178 0.008
O -0.049 5.156 26.162 0.109 0.662 -0.185
O 0.875 -1.916 22.533 -0.287 0 0.216
O -0.782 -4.595 -7.209 -0.532 0.335 -0.012
O -8.132 8.131 -0.323 0.003 -0.074 -0.429
O -5.393 -0.179 -0.426 0.144 -0.107 -0.55
O -2.788 2.711 -0.54 0.063 0.173 -0.508
O -2.01 0.682 -6.072 0.104 -0.654 -0.114
O 6.595 2.016 24.575 -0.146 -0.203 0.547
O -6.521 -0.034 -3.713 0.347 -0.128 0.325
O 5.288 -1.326 -3.254 -0.415 -0.39 -0.049
O 2.767 -2.785 -0.344 -0.087 0.14 -0.45
O -2.028 -5.573 26.514 -0.477 -0.632 0.015
O 5.955 3.86 22.902 -0.256 0.261 0.328
O 5.242 -7.261 -7.359 -0.246 -0.454 0.082
O -1.372 6.877 -1.542 0.269 -0.167 -0.646
O 5.927 -1.526 -0.81 -0.642 -0.181 -0.125
O 6.791 -7.591 22.887 0.421 -0.271 0.053
O 7.418 -0.063 -2.406 -0.078 -0.045 0.266
O -1.355 -6.594 -5.564 0.099 0.022 -0.264
O 1.937 0.063 -3.753 0.499 0.052 -0.132
O -6.381 -3.803 23.209 0.442 0.088 0.088
O -1.61 -3.594 -1.391 0.132 0.164 -0.37
O -2.755 -7.491 -0.737 0.121 0.036 0.182
O 1.062 -6.403 -6.749 0.179 -0.262 0.447
O -5.918 -5.351 -3.467 -0.34 0.159 -0.238
O 4.969 -2.185 -5.683 0.132 -0.063 -0.269
O -3.904 -6.391 -4.799 0.121 0.564 0.05
O -1.016 2.907 -6.976 0.519 0.484 0.276
O -0.391 1.797 22.579 0.133 0.148 -0.146
O -0.438 2.909 24.947 -0.736 0.244 0.48
O -7.027 1.504 -1.622 -0.082 0.448 -0.235
O 5.049 0.752 -1.469 0.037 0.312 -0.355
O -7.943 6.75 -4.399 -0.003 -0.297 -0.148
O -3.082 -3.342 25.443 0.095 -0.175 -0.369
O -1.127 -3.426 23.161 -0.223 0.138 0.37
O 1.217 -4.229 23.814 0.318 0.048 -0.171
O 3.721 -2.486 26.424 -0.172 -0.063 -0.361
O -6.354 -2.144 -5.303 0.385 -0.569 -0.026
O 6.305 7.737 -2.932 0.002 0.219 0.05
O -6.333 -3.971 -1.285 -0.267 0.555 -0.432
O -5.657 6.842 -5.938 -0.455 -0.154 -0.546
O 1.671 4.233 -1.604 -0.216 0.41 -0.403
O 3.602 -3.086 -7.686 0.206 -0.182 -0.411
O -7.422 2.631 25.569 0.49 -0.173 0.261
O -0.829 0.338 24.649 -0.051 -0.329 -0.16
O -6.233 -6.192 -5.937 0.322 -0.047 -0.387
O 8.135 7.66 26.368 -0.186 0.313 0.202
O -6.947 0.136 -6.364 0.046 0.68 0.146
O 4.909 1.405 22.683 0.003 -0.234 -0.053
O -3.153 -0.727 25.466 -0.241 0.377 0.19
O -3.863 4.719 22.974 0.132 -0.096 -0.068
O -3.877 2.487 -5.509 0.163 0.023 0.388
O -7.427 1.431 23.231 -0.093 -0.543 -0.037
O 7.648 -6.79 -6.522 -0.269 0.133 0.295
O 3.11 1.184 26.44 0.296 -0.253 -0.215
O -4.754 -6.913 22.903 -0.214 0.385 0.472
O -4.524 4.498 -1.449 -0.183 -0.141 -0.58
O 1.277 -2.531 -3.626 -0.095 0.001 -0.01
O 8.123 -2.704 -0.208 0.006 0.238 -0.074
O 0.976 4.558 23.573 -0.057 0.053 0.214
O 5.665 2.697 -3.888 -0.463 -0.153 0.044
O 4.265 7.58 -1.235 -0.404 -0.142 -0.394
O 8.039 1.807 -4.109 0.194 0.144 -0.412
O -5.42 -2.208 25.139 0.017 0.583 0.4
O 5.462 -2.759 22.184 -0.077 -0.027 0.535
O -6.338 6.403 -1.191 -0.05 -0.242 -0.269
O 4.034 -4.787 23.048 -0.152 -0.405 -0.088
O -1.902 6.373 23.316 0.493 0.002 0.322
O 0.404 -4.699 -4.853 -0.224 0.015 0.148
O 6.71 3.843 -1.68 0.469 -0.448 -0.199
O 6.118 7.086 24.85 -0.113 -0.146 0.103
O -2.181 -7.726 -3.349 0.391 0.169 0.011
O -2.796 0.897 -3.642 -0.113 0.415 0.149
O -6.368 -7.516 24.767 -0.294 0.44 -0.082
O -3.673 -2.312 -0.489 0.081 -0.212 0.257
O 6.075 0.248 -5.066 -0.099 -0.029 -0.175
O -7.971 -4.253 -5.965 0.033 -0.006 0.27
O -3.787 -1.923 23.208 -0.29 -0.653 0.148
O 4.068 2.832 24.593 0.08 0.184 0.169
O 0.335 -6.176 25.43 -0.071 -0.2 -0.146
O -4.287 7.151 24.064 0.314 0.278 0.011
O -3.048 7.614 -5.625 0.218 -0.222 0.116
O 2.144 -6.718 -1.202 -0.117 -0.319 -0.2
O 2.909 -5.521 25.288 -0.046 -0.022 0.704
O 1.649 1.493 24.279 0.292 -0.334 -0.269
O 3.065 2.249 -1.013 -0.661 0.174 0.176
O -8.024 -2.527 24.802 -0.188 -0.265 0.044
O 2.28 -4.923 -3.067 -0.283 -0.019 0.261
O -5.893 4.642 26.196 -0.058 0.056 -0.295
O -3.683 5.121 -6.097 0.247 -0.057 0.505
O 8.067 0.044 25.262 0.121 -0.01 0.414
O 7.157 -0.933 23.002 0.057 0.553 0.194
O -2.116 1.411 26.605 0.241 -0.037 -0.076
O 0.187 1.785 -4.875 -0.454 0.368 0.434
O -0.106 8.084 22.316 0.211 0.124 0.082
O 4.183 4.208 -2.471 0.073 0.732 -0.04
O -3.324 5.228 25.452 0.289 -0.254 0.053
O -3.972 -3.901 -2.527 0.117 -0.202 -0.714
O -0.644 -3.512 26.579 0.275 -0.469 0.331
O -5.665 5.746 -3.575 0.187 -0.38 -0.327
O 6.214 5.302 -3.869 -0.201 -0.194 -0.203
O 2.469 -0.815 -7.198 0.247 -0.094 0.411
O 5.031 -4.783 -6.484 0.241 -0.146 0.266
O 6.145 7.518 -5.453 -0.566 0.126 0.09
O -5.76 3.736 -6.892 -0.339 -0.239 0.368
O -8.052 4.921 -7.497 -0.139 0.045 0.479
O 4.215 -6.774 -2.878 0.005 0.046 -0.328
O 6.48 2.392 -6.336 -0.239 0.527 0.016
O 5.907 -1.594 25.213 -0.432 0.404 0.04
O -2.742 -1.539 -2.729 -0.333 0.103 -0.807
O 2.874 -3.764 -5.291 0.012 -0.003 -0.228
O 2.362 2.646 -3.584 -0.114 0.191 -0.223
O -6.591 -4.453 25.8 0.05 -0.447 -0.141
O 8.024 5.209 25.328 0.163 0.059 -0.565

Results
total energy: -101654.044 eV
total energy less fixed offsets of O -438.25, Si -107.07 eV per atom: -0.844 eV
